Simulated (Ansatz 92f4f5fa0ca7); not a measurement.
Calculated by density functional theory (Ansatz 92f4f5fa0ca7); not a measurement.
Periodic cell of 197 atoms, Si117O80, from a study of silicon, its oxide and their interface. The atomic structure is a simulated model.

Settings: functional r2SCAN; potential files Ansatz norm-conserving; basis plane waves; wave-function cutoff 1300 eV; density cutoff ratio 4; exchange-correlation grid ratio 1; k mesh 2 x 2 x 1, shifted by 0.5 0.5 0.5 of a step; self-consistency stop 5e-08 eV per atom in the density residual; occupations Fermi-Dirac, 0.05 eV; spin none; net charge 0.

Cell vectors (angstrom)
a	11.5403	0	0
b	0	11.5403	0
c	3.5568	2.6171	26.5449

Atoms and the computed forces on them: element, x, y, z (angstrom), force x, y, z (eV/angstrom)
Si	-2.3919	3.6388	-1.7222	0.2972	-0.103	-0.1412
Si	9.876	1.519	-0.5657	-0.0983	0.1065	0.2287
Si	9.9077	10.439	-0.6597	-0.1075	-0.2739	-0.5843
Si	2.2116	1.4277	-0.5055	-0.224	0.528	0.0042
Si	2.1777	4.1467	-1.855	-0.4429	-0.1063	0.0445
Si	2.547	10.5489	-0.7274	-0.2424	-0.4693	0.339
Si	6.0971	1.3409	-0.6121	-0.2526	-0.3389	0.2638
Si	5.7572	6.2672	-0.5555	0.1311	0.0537	0.1215
Si	5.943	8.6339	-0.41	-0.1534	0.2038	-0.3982
Si	0.2946	1.7569	0.7893	-0.1839	-0.0268	-0.0884
Si	1.4999	5.5274	0.7932	-0.3707	0.0159	-0.5406
Si	0.4266	9.6536	0.4051	0.2417	0.3475	-0.3685
Si	4.1763	1.8546	0.732	0.2674	0.4214	-0.0205
Si	4.2462	3.7633	2.1258	-0.0361	-0.1287	-0.115
Si	4.1057	9.4844	0.8903	0.1588	0.0726	0.0664
Si	7.9863	1.6548	0.7919	0.0652	-0.3413	0.0333
Si	7.8627	5.4533	0.4473	0.1911	-0.1464	-0.2811
Si	8.0392	9.4266	0.5363	-0.0147	0.0966	0.1073
Si	0.4594	3.7446	2.0427	0.0574	-0.0263	0.0237
Si	0.5333	7.5806	1.7337	0.0209	-0.1199	-0.0554
Si	0.3522	11.3321	2.0727	0.1444	0.1889	0.2111
Si	3.9531	5.7541	0.9433	-0.0746	-0.0349	0.3256
Si	4.1657	7.6105	2.2958	-0.2433	0.0064	0.1134
Si	4.2351	11.4458	2.1153	0.301	-0.2119	0.309
Si	7.9924	3.6746	1.9896	-0.0292	-0.0643	0.1483
Si	8.2447	7.427	1.8131	0.0376	0.1252	0.1142
Si	8.0011	11.2301	2.0909	-0.2525	0.2436	0.0691
Si	9.9862	3.7286	3.3247	0.0065	-0.0326	-0.0123
Si	10.1365	7.4768	3.2463	-0.1208	-0.0315	-0.0315
Si	9.9562	11.3069	3.4328	0.0267	-0.0746	-0.0117
Si	2.3095	3.6695	3.4425	0.1689	-0.0295	0.3111
Si	2.1732	7.6076	3.4576	0.2097	-0.0963	0.169
Si	2.2823	11.3774	3.4316	-0.0458	0.0873	-0.1145
Si	6.178	3.6915	3.4451	-0.0248	-0.0036	0.0825
Si	6.3101	7.5239	3.3166	-0.0132	-0.0087	-0.0317
Si	6.1467	11.3122	3.4897	-0.078	0.2775	-0.1051
Si	9.986	1.7734	4.7288	0.0149	0.0653	-0.1223
Si	10.0295	5.6095	4.7421	-0.0214	0.0619	0.0776
Si	10.0256	9.357	4.7681	0.0667	0.0438	-0.0968
Si	2.3268	1.7579	4.758	0.0001	-0.0589	0.0841
Si	2.2497	5.6329	4.7545	-0.1956	-0.0735	0.1386
Si	2.2757	9.4865	4.8204	-0.0172	-0.0372	0.0858
Si	6.1238	1.7416	4.7447	0.1453	-0.0591	0.0314
Si	6.2326	5.6439	4.7617	-0.0455	-0.0306	-0.009
Si	6.284	9.3737	4.7957	0.0326	0.0706	0.0342
Si	0.4176	13.3477	6.0741	-0.0782	0.1191	-0.0303
Si	0.3632	5.5821	6.1899	0.0661	-0.1065	0.0427
Si	0.3684	9.4349	6.1942	-0.0225	0.0436	0.1054
Si	4.2301	13.3127	6.1206	-0.0512	-0.0396	0.0446
Si	4.2382	5.6782	6.0164	-0.018	0.0262	0.0473
Si	4.2971	9.4554	6.0252	-0.0432	-0.1469	0.1258
Si	8.0165	13.2314	6.0858	0.05	0.0723	-0.0873
Si	8.1276	5.597	6.2005	0.1363	-0.0468	-0.0299
Si	8.1715	9.3488	6.268	-0.0908	0.0333	0.1231
Si	0.3241	3.6523	7.5884	-0.103	-0.1334	0.0161
Si	0.4485	7.506	7.5758	0.0579	-0.0317	0.0133
Si	0.3766	11.4446	7.4219	-0.0072	0.0193	-0.0101
Si	4.1367	3.7759	7.3857	0.0047	-0.0065	0.0237
Si	4.3288	7.5765	7.3978	0.1074	-0.0432	0.0647
Si	4.3054	11.3379	7.4203	-0.0508	0.1494	-0.0797
Si	7.9854	3.5761	7.4665	-0.0454	0.1144	0.0424
Si	8.208	7.4301	7.7249	-0.0647	0.103	0.0117
Si	8.1174	11.3706	7.5654	0.0322	-0.0417	-0.0116
Si	9.8653	2.8267	8.6537	0.1447	-0.0002	-0.1379
Si	10.2105	7.1243	9.0951	-0.1288	-0.1092	-0.2092
Si	10.0784	12.0156	8.743	0.1195	-0.4542	0.4668
Si	2.3034	3.8837	8.9288	0.143	0.2938	-0.062
Si	2.4756	7.6438	8.7985	-0.1481	0.0491	0.1429
Si	2.3382	11.5514	8.7015	0.079	-0.1503	0.0384
Si	5.988	3.6705	8.8232	0.0878	-0.0853	0.0682
Si	6.1501	7.4397	8.921	-0.1476	-0.2406	-0.1637
Si	6.1531	11.3524	8.9092	-0.2599	0.0969	-0.0893
Si	10.657	11.6963	11.8984	-0.5105	0.059	0.1262
Si	9.7343	4.6368	10.7683	-0.2195	-0.023	0.0813
Si	10.8641	7.7293	11.3178	-0.2761	0.6003	0.36
Si	2.9316	13.454	9.9767	-0.5628	-0.2865	0.5279
Si	3.0466	5.8768	10.2445	-0.4855	0.1647	0.2927
Si	2.433	9.6672	10.056	0.2854	0.1666	-0.3268
Si	5.3205	13.2932	10.0589	0.6758	0.2005	0.4432
Si	5.389	5.5245	10.1763	0.6119	-0.1233	0.4434
Si	6.1302	9.3727	10.2106	0.4099	0.0636	0.6423
Si	1.1609	13.8491	12.6193	0.0944	-0.2551	0.2126
Si	-0.4101	4.9009	12.5193	0.0225	-0.1739	0.4448
Si	0.9756	9.257	11.7499	-0.7863	0.1722	0.0142
Si	5.3269	12.3947	12.8925	0.16	-0.0352	0.3634
Si	2.5126	7.7284	12.7606	0.4576	0.0928	0.1892
Si	4.2566	9.7078	11.5385	0.234	0.0202	0.3947
Si	8.1372	11.1708	13.7459	0.0857	-0.0176	0.3881
Si	7.2903	5.6317	12.4556	-0.2448	0.0477	0.5411
Si	8.071	8.5556	12.5226	-0.1875	0.3471	0.4119
Si	2.442	7.457	15.8826	0.212	0.0895	0.1764
Si	6.0584	8.483	22.2748	-0.2316	0.1682	-0.4505
Si	4.8824	6.4886	20.3759	0.2468	0.0855	-0.297
Si	11.5348	3.2387	18.9889	-0.0756	-0.1591	-0.3889
Si	2.8054	14.4784	17.6843	0.094	-0.115	-0.1225
Si	1.5068	9.9296	21.0685	0.1498	0.1873	-0.1984
Si	8.9924	4.3383	14.6163	-0.2855	-0.4749	0.2384
Si	8.822	1.6374	15.7429	0.0201	-0.1309	-0.212
Si	13.5614	12.164	22.8035	0.0974	-0.1227	0.1166
Si	9.4413	5.2582	17.6206	-0.1602	-0.0033	-0.0856
Si	8.4575	7.8848	23.9961	-0.0783	-0.1406	-0.3836
Si	12.1653	6.9184	20.918	-0.054	0.2658	-0.5227
Si	10.0225	6.4017	23.018	-0.0356	0.333	-0.2759
Si	14.6241	13.0282	14.892	0.2132	-0.0542	0.0875
Si	2.6132	10.5634	16.655	0.0664	0.1067	-0.0458
Si	4.2228	5.7777	17.6472	0.0616	0.0651	-0.1907
Si	13.8529	5.9075	22.1641	0.2945	0.0761	-0.0871
Si	15.8049	10.7931	21.5041	0.1463	-0.037	-0.1477
Si	11.7622	10.3636	18.348	-0.0249	0.1059	-0.2359
Si	11.6539	7.2226	17.9158	-0.0213	0.0544	-0.1247
Si	4.3698	12.0378	18.6913	0.0481	-0.0585	-0.1134
Si	6.6507	4.7758	18.7304	0.0542	-0.0556	-0.0913
Si	7.0017	1.783	17.999	-0.1219	0.0282	-0.2137
Si	0.8503	14.8398	21.9197	0.0424	-0.1546	-0.2235
Si	8.2203	13.1545	24.7118	0.8471	-0.1925	-0.2672
Si	9.6773	15.2736	23.5944	-0.0189	-0.4179	-0.6303
Si	9.8083	0.9984	18.3669	0.0065	-0.0737	-0.2494
O	9.0047	4.9395	-0.7056	-0.3105	-0.287	-0.0008
O	3.8014	4.3056	-1.731	0.0055	0.343	-0.2705
O	1.2843	4.9936	-0.7686	0.4929	-0.2977	0.0044
O	10.3668	11.5107	10.311	0.0619	0.2483	-0.3481
O	10.239	5.4802	9.4423	-0.1989	-0.2113	0.1808
O	9.5716	3.1102	10.2731	0.0225	0.1138	-0.3469
O	11.7551	10.6001	12.4035	0.1607	-0.3683	-0.116
O	11.276	13.1382	12.3112	0.1429	-0.0803	-0.1277
O	9.1894	11.5646	12.5847	0.3115	-0.0923	-0.0431
O	8.3503	5.3447	11.2569	0.1323	0.0933	-0.0599
O	9.6162	8.2332	12.2414	0.0922	-0.1151	-0.039
O	2.2454	13.4376	11.4945	0.2233	0.0218	-0.1846
O	2.6875	6.3892	11.8084	0.0447	-0.0607	-0.3648
O	6.696	11.872	13.5777	-0.1428	0.014	-0.2592
O	5.7824	13.3679	11.6715	-0.47	-0.0925	-0.47
O	5.8589	5.297	11.7831	-0.1686	0.2052	-0.4621
O	7.4697	9.2841	11.2055	-0.0287	-0.0191	-0.1669
O	3.4805	13.4014	18.7028	-0.0031	-0.0453	-0.0899
O	11.5413	8.7992	18.1389	0.0947	-0.0863	0.0593
O	7.6208	8.6132	22.7402	0.0302	-0.3509	0.5662
O	13.7832	6.6376	23.6405	-0.0566	-0.0534	-0.0292
O	3.0071	11.4838	15.3893	-0.0502	0.1417	0.0788
O	17.0234	10.0058	22.221	-0.1154	-0.25	-0.017
O	9.004	11.705	24.5813	-0.2175	0.3514	0.2229
O	5.7465	7.8014	20.8202	-0.0549	-0.0973	0.3638
O	9.221	13.8656	25.8864	-0.5202	-0.3626	-0.3292
O	1.5557	13.3906	21.866	-0.1422	0.1473	0.1362
O	10.7631	1.8529	19.3436	0.0425	0.1626	-0.0552
O	3.7256	6.5697	16.3358	-0.2394	-0.0068	0.1122
O	-0.0204	6.4235	12.0909	0.0447	0.0177	0.0166
O	2.2271	7.2758	14.2936	-0.0003	-0.0935	0.0217
O	1.0363	10.6818	19.7099	-0.0171	-0.1941	0.2203
O	10.4988	4.219	18.2446	0.0853	-0.014	0.1197
O	10.3282	4.95	13.9509	0.2591	0.1321	-0.4693
O	1.7509	13.3872	14.0562	-0.0517	0.1181	-0.4102
O	3.3643	4.4309	17.9281	0.0486	0.0671	0.0228
O	6.6058	3.158	18.743	0.1037	0.0784	-0.059
O	2.7104	9.014	16.2366	-0.0994	-0.1342	-0.0208
O	4.4455	11.1566	12.3098	-0.0252	-0.1449	-0.0591
O	15.1463	11.8496	22.555	-0.2551	-0.1976	-0.1691
O	8.9051	4.8027	16.1612	0.1374	0.0247	-0.0624
O	1.1505	6.9151	16.7074	0.0179	0.0568	0.0603
O	9.1158	2.7052	14.567	-0.0167	0.3553	0.1862
O	12.6354	10.9528	17.1061	0.0837	-0.219	0.2352
O	7.957	9.5613	13.8037	0.0425	-0.1396	-0.6496
O	3.7783	6.0525	21.473	-0.2241	-0.0316	0.1986
O	10.2835	11.0028	18.3906	0.1926	0.1675	0.078
O	10.6875	6.6651	21.5563	-0.1287	-0.241	0.2897
O	12.7558	2.9658	17.9605	-0.0511	0.053	0.2871
O	5.9556	5.281	20.1125	-0.1935	0.2014	-0.1124
O	9.9959	1.6168	16.8617	-0.2692	-0.0588	0.283
O	7.653	4.7605	13.7873	0.2456	0.1684	-0.4002
O	8.1602	5.3386	18.6062	-0.0156	-0.1244	-0.0593
O	3.9538	8.5581	12.7058	-0.2123	0.1744	-0.4808
O	10.1826	6.6873	17.5029	0.193	-0.1445	0.1641
O	12.0361	3.8134	20.4128	-0.0141	-0.1069	0.3623
O	0.8747	3.9099	12.6458	-0.0626	0.2204	-0.1024
O	15.9741	13.1888	13.9983	-0.1043	-0.1813	-0.2024
O	13.5132	4.3375	22.4625	-0.1526	0.0748	-0.004
O	9.1139	16.5965	22.84	0.3445	-0.0552	-0.0804
O	3.6189	10.8367	17.9018	-0.0959	0.1979	-0.01
O	7.4275	2.0773	16.4566	0.2723	-0.0933	0.2872
O	5.7591	0.7733	17.923	-0.0425	0.1462	0.1548
O	4.763	11.5978	20.194	-0.2336	-0.0912	0.1372
O	12.1629	6.5565	19.3146	-0.0796	0.2692	0.2565
O	7.2969	7.1934	12.9034	0.1058	-0.2356	-0.3606
O	3.1468	14.0333	16.1623	-0.0814	-0.0933	0.0924
O	13.325	12.4654	24.3558	0.0431	0.192	-0.0288
O	11.0806	14.7669	22.878	-0.2041	0.3295	0.1379
O	12.3261	8.519	21.1663	0.0563	-0.1322	-0.0857
O	11.2283	6.0569	24.0982	0.1831	0.2078	0.0864
O	8.5367	14.0842	23.3981	0.1804	0.241	0.3156
O	1.9171	2.5312	-1.7681	0.301	0.0249	0.1984
O	8.7402	0.1279	15.1669	-0.1437	0.2561	-0.246
O	1.7427	4.8747	-3.2327	0.2293	-0.0383	0.0252
O	14.6671	9.7168	21.0384	-0.1838	0.2176	0.1759
O	12.6975	10.8531	22.361	0.232	0.034	-0.1768
O	5.7852	5.3517	17.467	-0.1545	-0.0694	0.3719
O	4.1195	6.7647	18.9512	0.128	-0.2603	0.2004
O	8.2449	1.0825	18.7813	0.1194	0.1364	-0.1621

Results
free energy: -50912.820 eV
free energy less fixed offsets of O -463.61, Si -117.95 eV per atom: -23.870 eV
pressure: -1.21 GPa
stress xx, yy, zz, yz, xz, xy (GPa, positive in tension): 1.46, 0.93, 1.24, -0.02, 0.06, -0.74
